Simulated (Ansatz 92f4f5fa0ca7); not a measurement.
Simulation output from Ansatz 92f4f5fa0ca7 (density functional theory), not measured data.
Periodic cell of 273 atoms, Si157O104As12, from a study of silicon, its oxide and their interface. The atomic structure is a simulated model.
Doubt: the cutoff is far below the 930 eV that the study's wrapper takes by default for these files, so forces and energies are approximate.
This geometry differs little from another in the collection (a relaxation step or a small displacement).

Settings
functional: PBE
potential files: Ansatz PAW
basis: plane waves
wave-function cutoff: 580 eV
density cutoff ratio: 5
exchange-correlation grid ratio: 1
k mesh: 1 x 1 x 1, Gamma-centred
self-consistency stop: 5e-08 eV per atom in the density residual
occupations: fixed
spin: none
net charge: 0

Cell vectors (angstrom)
a  11.6015  0  0
b  0  13.3963  0
c  0  0  31.1425

Atoms and the computed forces on them: element, x, y, z (angstrom), force x, y, z (eV/angstrom)
As  11.636  0.0674  24.2131  -0.0088  -0.0135  -0.0347
As  3.8577  0.0668  24.256  0.0108  -0.0078  -0.0491
As  7.747  0.0085  24.1869  -0.0138  0.0031  -0.0347
As  1.943  3.3483  24.2105  0.0049  -0.0079  -0.0267
Si  5.7462  3.3209  24.5027  -0.0279  -0.0418  0.0248
Si  9.7198  3.3983  24.5322  -0.0158  -0.0183  0.0105
As  11.6613  6.7018  24.1259  -0.0046  0.0078  -0.0296
Si  3.8774  6.709  24.4218  -0.0414  -0.0215  0.0166
Si  7.7488  6.772  24.2301  -0.021  0.0016  -0.0024
Si  2.0696  10.1728  24.4824  -0.0516  0.0524  0.0056
As  5.8036  10.1476  24.1608  -0.0089  -0.0018  -0.0208
Si  9.665  10.1101  24.3551  0.0001  0.031  -0.0005
Si  11.6552  2.2464  25.2831  0.009  0.0063  0.0232
Si  3.8122  2.2375  25.3281  0.0093  0.0039  0.0447
Si  7.7414  2.2133  25.2206  0.0207  0.0067  0.0184
Si  1.9242  5.5808  25.2383  0.0102  0.0109  0.0544
Si  5.8516  5.6024  25.1585  0.0232  0.0245  -0.007
Si  9.7013  5.6934  25.1803  0.0195  0.0005  0.0383
Si  11.6568  8.9536  25.0916  0.0078  -0.0165  0.0218
Si  3.9533  8.9704  25.2447  0.0303  -0.0161  0.0437
Si  7.7114  8.9965  25.1517  0.0025  -0.0057  0.0128
Si  1.9386  12.3903  25.312  0.0125  0.0017  0.0692
Si  5.8038  12.3318  25.2522  0.0029  0.0141  0.0702
Si  9.6981  12.3457  25.2213  -0.0028  -0.004  0.0612
Si  11.6068  2.2485  27.6271  -0.0177  0.0039  -0.0181
Si  3.8559  2.2491  27.6636  0.0044  0.0212  -0.0442
Si  7.7357  2.2494  27.5907  -0.0033  0.0228  -0.0253
Si  1.9278  5.5987  27.599  0.0145  -0.0027  -0.0474
Si  5.8212  5.6066  27.5537  -0.0016  0.0011  -0.0061
Si  9.6664  5.6342  27.5651  -0.0231  -0.0106  -0.0299
Si  11.6233  8.9642  27.5058  0.0044  0.02  -0.0185
Si  3.8988  8.9332  27.6055  -0.0276  -0.0021  -0.0343
Si  7.7459  8.9368  27.5438  0.0149  -0.0022  -0.0086
Si  1.9373  12.3108  27.6502  -0.02  -0.016  -0.0513
Si  5.8096  12.2965  27.6028  0.0043  -0.0189  -0.0592
Si  9.6708  12.2933  27.5866  0.0119  -0.0122  -0.0513
Si  1.9248  1.1377  28.4218  0.0107  -0.0076  0.0025
Si  5.8102  1.1294  28.3886  -0.0068  -0.0116  0.0114
Si  9.6628  1.127  28.3819  0.0087  -0.0067  0.0095
Si  11.5889  4.4892  28.3781  0.0113  -0.0001  0.0058
Si  3.8814  4.4996  28.3743  -0.0255  -0.0123  0.014
Si  7.7408  4.4897  28.3653  0.0222  -0.0042  0.0021
Si  1.9334  7.8398  28.3617  0.0084  -0.0078  0.0141
Si  5.8282  7.8221  28.3828  0.0033  -0.0086  -0.0162
Si  9.6944  7.855  28.3601  -0.0068  0.002  -0.0074
Si  11.6016  11.1705  28.3715  -0.0044  0.0123  0.0187
Si  3.8772  11.1717  28.382  0.0141  0.0244  0.0096
Si  7.7396  11.1642  28.3672  -0.006  0.0196  0.0131
Si  1.9336  1.1164  30.7476  -0.0019  0.0335  0.4083
Si  5.8008  1.1164  30.7476  0.0289  0.0294  0.1278
Si  9.6679  1.1164  30.7476  -0.0287  0.0046  0.017
Si  0  4.4654  30.7476  -0.0579  0.0869  -0.0546
Si  3.8672  4.4654  30.7476  0.0755  0.1126  -0.0272
Si  7.7343  4.4654  30.7476  0.0085  0.0454  -0.0539
Si  1.9336  7.8145  30.7476  -0.043  0.0428  -0.0851
Si  5.8008  7.8145  30.7476  0.0801  -0.013  0.0323
Si  9.6679  7.8145  30.7476  0.0508  0.0748  -0.0994
Si  0  11.1635  30.7476  -0.0219  -0.0279  -0.0658
Si  3.8672  11.1635  30.7476  0.0303  0.0048  -0.0086
Si  7.7343  11.1635  30.7476  0.0387  -0.04  -0.1526
Si  0  0  0.3944  -0.1032  -0.1283  0.1919
Si  3.8672  0  0.3944  -0.0234  -0.0618  0.0101
Si  7.7343  0  0.3944  0.08  -0.0744  0.1903
Si  1.9336  3.3491  0.3944  -0.0241  -0.0326  0.0679
Si  5.8008  3.3491  0.3944  -0.0287  -0.0548  0.0193
Si  9.6679  3.3491  0.3944  0.0297  -0.0591  0.0146
Si  0  6.6981  0.3944  -0.0046  -0.1438  -0.1929
Si  3.8672  6.6981  0.3944  -0.0246  -0.0369  -0.0544
Si  7.7343  6.6981  0.3944  0.0001  0.0522  -0.0736
Si  1.9336  10.0472  0.3944  0.0344  0.0804  0.0536
Si  5.8008  10.0472  0.3944  0.013  0.0329  -0.0217
Si  9.6679  10.0472  0.3944  -0.1518  0.1302  -0.0073
Si  11.5664  -0.0434  2.7927  0.042  0.0054  0.0035
Si  3.8574  -0.0195  2.7635  -0.0143  -0.0004  0.0085
Si  7.7433  -0.0321  2.7932  -0.0217  0.0043  -0.0068
Si  1.9251  3.3398  2.7768  -0.0078  -0.0177  -0.0001
Si  5.7913  3.3305  2.7662  0.0174  0.0064  -0.0134
Si  9.667  3.3243  2.7665  -0.0083  0.0129  -0.0041
Si  11.5934  6.6643  2.7376  -0.0269  -0.0087  -0.0048
Si  3.8608  6.6955  2.7581  0.0285  0.0135  -0.0138
Si  7.739  6.7024  2.7543  -0.0108  -0.0082  -0.0132
Si  1.9261  10.0636  2.7713  0.0054  -0.0256  -0.0241
Si  5.7917  10.0456  2.7611  -0.001  -0.018  -0.0159
Si  9.6256  10.0634  2.7582  -0.0235  -0.0034  -0.0141
Si  11.5976  2.1892  3.5507  0.0092  0.004  0.0225
Si  3.856  2.2052  3.5492  -0.0042  0.0144  0.0175
Si  7.729  2.2092  3.5554  -0.0044  -0.0067  0.0396
Si  1.9291  5.5862  3.5512  0.0016  -0.0029  -0.0055
Si  5.8086  5.5762  3.5166  -0.0125  -0.0047  0.0458
Si  9.6545  5.5586  3.5397  0.0188  -0.0059  0.0332
Si  11.5605  8.9139  3.4046  0.0245  0.0175  0.034
Si  3.8629  8.93  3.5318  -0.0149  0.0039  0.077
Si  7.7123  8.9287  3.5773  0.0113  0.0336  0.0353
Si  1.9244  12.2896  3.6111  -0.0284  0.0146  0.0329
Si  5.7901  12.267  3.5762  0.0368  0.002  0.0186
Si  9.6444  12.2453  3.6973  -0.0172  -0.0294  -0.0014
Si  11.5703  2.1373  5.9196  -0.0007  0.0077  -0.0274
Si  3.8884  2.166  5.9159  -0.016  -0.0277  -0.0194
Si  7.7203  2.2089  5.9143  0.0035  0.0146  -0.0508
Si  1.9223  5.5952  5.9234  -0.0215  -0.0358  0.0138
Si  5.8325  5.58  5.8681  -0.0235  -0.0106  -0.0681
Si  9.6131  5.5446  5.8992  0.0158  -0.008  -0.0548
Si  11.4709  8.8594  5.7083  -0.0227  -0.0208  -0.0434
Si  3.8946  8.9423  5.8897  -0.0042  -0.0189  -0.0896
Si  7.6878  8.8845  5.954  -0.007  -0.0271  -0.0508
Si  1.9495  12.2274  6.0131  -0.0097  0.0096  -0.0338
Si  5.76  12.268  5.9504  -0.0208  -0.0026  -0.0285
Si  9.6078  12.2468  6.1548  0.0094  0.0109  -0.0077
Si  1.9446  1.1016  6.8624  0.0222  -0.0265  -0.0065
As  5.8084  1.0948  6.9705  -0.008  0.0094  0.0205
As  9.6281  1.141  7.0246  0.0093  0.0043  0.0232
Si  11.5857  4.3997  6.6347  -0.0672  0.0099  -0.0567
Si  3.8857  4.4311  6.6084  0.0767  0.0773  -0.1049
As  7.7069  4.4419  6.9493  0.0075  -0.0136  0.064
Si  1.848  7.8998  6.5931  0.0606  0.054  -0.013
As  5.7732  7.76  6.9523  0.0035  0.0072  0.0513
As  9.6332  7.7589  6.8967  -0.0057  0.0052  0.0379
Si  11.6079  10.9995  6.7027  0.0453  0.0112  -0.0043
As  3.8817  11.1169  6.9963  0.0003  -0.0029  0.0341
Si  7.5905  11.0834  6.9384  -0.0269  -0.0071  -0.0148
O  0.0227  4.2445  8.2789  0.0216  -0.0054  -0.0027
O  7.2325  10.9494  8.5813  0.0103  0.0113  -0.0094
O  1.9988  1.3066  8.5402  -0.0052  0.0071  -0.0103
O  1.655  8.1977  8.2323  -0.0199  -0.0233  0.0241
O  3.9561  4.4145  8.2536  -0.0144  -0.0303  0.0004
O  0.2361  10.5696  8.3134  -0.0145  -0.0069  0.0073
O  9.8566  3.3912  22.8782  0.0022  0.0036  -0.0016
O  3.785  6.6447  22.7596  0.012  0.0125  -0.0085
O  5.4863  3.2129  22.8611  0.002  0.0173  -0.0152
O  7.6722  6.789  22.54  -0.0024  -0.0062  0.0042
O  2.4449  10.3942  22.8748  0.0283  -0.0442  -0.0079
O  9.5208  10.1731  22.6961  0.0022  -0.0094  -0.0043
Si  11.3282  11.6433  12.8561  0.0019  -0.0017  0.0064
Si  9.5045  12.313  19.1528  0.0007  0.0015  -0.0054
Si  3.6322  4.4212  9.8236  -0.0122  -0.0191  0.0787
Si  5.9752  12.5283  14.9498  -0.0008  -0.0002  0.0005
Si  6.5213  4.3588  13.9292  -0.0002  -0.0002  0.0003
Si  11.4956  8.6038  13.3039  0.0004  -0.0001  0.0059
Si  0.3419  10.6977  19.686  -0.0044  0.0045  -0.0253
Si  10.9004  1.938  11.3472  -0.0014  -0.0009  0.008
Si  10.5123  2.0371  19.2774  0.0044  -0.0061  -0.0088
Si  9.2525  4.0124  21.5067  0.0074  -0.0039  -0.0189
Si  4.6248  12.0495  19.6706  0.0024  0.0051  -0.0017
Si  1.3952  0.9753  16.3129  0.0005  -0.0001  -0.0006
Si  10.3348  4.2673  16.8814  0.0016  -0.0029  -0.0051
Si  1.8867  0.6915  10.0647  0.0015  -0.0035  0.0162
Si  7.685  5.7483  18.1497  0.0001  -0.0015  -0.0109
Si  2.3439  4.5589  13.7429  0.0018  -0.0007  0.008
Si  7.3291  10.876  10.2182  -0.0008  -0.0101  0.0356
Si  5.7027  3.5799  17.0773  -0.0033  -0.002  -0.0055
Si  4.3313  6.4909  21.2371  0  -0.0033  -0.0284
Si  4.6749  9.1271  19.873  -0.0072  0.0085  -0.0089
Si  3.4212  11.9996  16.7577  -0.0005  -0.0002  -0.002
Si  10.7253  7.2688  10.7242  -0.0089  0.0012  0.0024
Si  11.5024  2.8714  14.3259  -0.0007  -0.001  0.0014
Si  5.1436  6.3329  11.7208  0.011  0.0018  0.0058
Si  0.1991  6.9658  17.4881  0.0037  -0.0003  -0.0036
Si  5.1539  8.5614  14.5127  -0.0001  -0.0037  0.0024
Si  1.3585  9.7384  17.0092  0.0005  0.0006  -0.002
Si  7.7637  7.0032  14.0807  -0.0005  0.001  0.0001
Si  1.862  2.4592  18.9753  0.0001  -0.0008  -0.0036
Si  6.4983  1.3937  13.2919  -0.001  0.0015  0.0042
Si  5.5157  7.7518  17.1709  -0.0023  -0.0012  -0.0079
Si  7.9039  7.8632  11.2333  -0.0022  -0.0134  -0.0003
Si  8.5888  11.3822  16.3387  0.0011  0.0015  -0.0007
Si  4.9691  1.6522  19.2166  -0.0026  -0.0054  -0.0074
Si  2.2366  11.3155  10.9769  0.0032  0.0013  0.0107
Si  8.8376  13.2793  11.6639  0.0012  0.0014  0.0094
Si  1.9721  5.6668  19.178  -0.0037  -0.0059  -0.0061
Si  6.0137  3.7568  21.4209  -0.0055  -0.0054  -0.0225
Si  9.5136  9.8814  21.0969  -0.0024  0.0096  -0.0188
Si  8.5239  6.7922  21.11  0.0082  0.0043  -0.014
Si  9.7457  8.4076  15.9524  0.0005  -0.0002  -0.0045
Si  11.3581  12.0597  15.7475  0.0005  0.0006  0.0011
Si  5.0575  10.9931  12.4221  -0.0038  0.0008  0.0073
Si  3.5638  5.3579  16.6132  0.0012  -0.0009  -0.0064
Si  0.3989  4.4841  9.83  0.0002  -0.0032  0.0421
Si  2.8385  7.549  13.1972  0.0019  0.0044  0.0063
Si  2.6992  10.8427  21.3506  0.0182  0.0106  -0.0243
Si  0.8914  9.3174  9.1531  -0.004  0.0091  0.0133
Si  3.8582  2.3645  11.8674  0.0101  -0.0019  0.0116
O  2.4054  12.5402  9.9038  -0.0015  0.0046  -0.0052
O  5.5937  8.9505  16.0445  0.0012  0  0.0018
O  3.5968  8.0428  14.5634  0.002  0.0014  -0.0055
O  0.9064  11.7678  11.7735  -0.0006  -0.0003  -0.0056
O  7.5896  0.4425  12.5458  0.0021  -0.0025  -0.0076
O  5.6245  2.0544  17.7321  0.0015  0.0009  0.0002
O  3.8009  12.0356  21.0971  0.0039  -0.0004  0.0002
O  4.114  7.5617  12.1489  -0.0005  0.0022  -0.0029
O  8.6163  7.3921  15.3818  0.0005  -0.0006  -0.0009
O  9.7605  12.18  15.554  0.0007  -0.0002  -0.0015
O  6.1737  7.3403  14.1641  0.0001  -0.0001  -0.0025
O  2.008  9.9114  10.1864  0.0073  0.0025  -0.0011
O  5.4892  12.1969  13.4231  0.0006  0.0014  -0.003
O  9.6693  0.5807  19.3068  -0.0003  0.0006  0.0025
O  11.1411  3.419  10.7127  -0.0081  -0.0022  -0.0006
O  8.8251  8.3954  20.8369  -0.0067  -0.0111  0.0026
O  10.3975  3.4926  15.4  0.0007  -0.0003  -0.0013
O  5.3102  5.1946  21.0795  0.0005  0.0015  0.0054
O  4.6861  8.427  18.3994  0.0021  -0.0035  0.0001
O  5.4694  10.5957  19.7148  0  -0.001  0.0026
O  10.375  7.8034  17.3489  0.0005  0  0.002
O  10.9068  10.0683  12.8923  0.0006  -0.0006  -0.0062
O  5.1642  7.8719  20.8378  0.0046  0.0003  0.0024
O  8.9443  11.2922  20.3731  -0.0023  -0.0027  0.0044
O  0.1115  10.5807  16.3529  -0.0008  -0.0005  -0.0016
O  6.9777  7.1124  17.5397  -0.0013  0  0.0014
O  2.6838  10.551  16.4411  0.0007  -0.0008  -0.0013
O  5.6422  2.6365  20.3146  0.0041  0.0045  0.0059
O  7.8877  6.1979  19.7116  -0.003  -0.0002  0.0039
O  1.2553  9.9109  18.6167  0.0034  -0.0054  -0.004
O  2.6753  13.3546  16.1961  0.0001  -0.0009  -0.0008
O  8.5264  11.9746  17.8729  -0.0013  -0.001  -0.0012
O  5.4153  0.0878  19.5477  -0.0006  0.0002  0.001
O  5.0553  1.4971  12.531  0.0025  -0.0025  -0.0034
O  2.4486  5.9087  17.6328  0.001  0.0015  -0.0002
O  10.9385  8.3728  14.8181  -0.001  -0.0008  0.0003
O  6.6599  4.4782  18.0454  0.0028  0  0.0038
O  10.8818  2.1404  12.9902  0.0005  -0.0009  -0.0026
O  3.2124  9.5304  20.4957  0.0082  -0.0033  -0.0008
O  5.4561  5.1215  12.8616  0.0005  -0.0021  -0.001
O  8.309  7.8767  12.8201  0.0008  0.002  -0.0009
O  5.9054  11.037  11.024  0.001  0.0008  -0.0106
O  1.7802  4.0519  19.3929  0.0009  0.0018  0.0014
O  1.6996  2.1672  17.3734  0.0004  -0.0012  -0.0008
O  8.2989  12.128  10.6328  0.0009  0.0011  -0.0084
O  5.3573  9.7018  13.3783  0.0016  -0.0026  -0.0048
O  2.3054  6.0198  13.0311  -0.0032  -0.0039  -0.0086
O  10.4786  2.9562  17.8929  -0.0002  0.0019  -0.0004
O  7.8096  5.368  13.9825  0.0011  -0.0002  -0.0019
O  4.3311  5.7321  10.4522  0.0136  0.0237  0.0008
O  11.502  5.4538  16.8159  -0.0006  -0.0008  0.0002
O  0.3788  0.9216  10.6483  0.0003  -0.0006  -0.0078
O  0.1897  13.3261  16.6899  0.0005  0  -0.0009
O  6.2871  0.7454  14.8036  0.0002  -0.0014  -0.001
O  9.6801  5.6147  21.3774  0.0005  -0.0014  0.0023
O  4.8492  12.0792  16.0183  0.0007  -0.0001  -0.0007
O  0.7872  4.1398  13.8311  -0.0002  0  -0.0049
O  2.7822  1.324  11.2632  -0.0025  -0.0042  -0.0068
O  3.3224  1.8088  19.3754  0.0018  0.0002  0.0013
O  7.2629  11.6816  15.465  0.0009  -0.001  -0.0015
O  1.3058  11.4322  20.7587  -0.0076  0.0182  0.0157
O  1.5406  8.5537  13.128  0.0015  -0.0005  -0.0038
O  9.4755  1.2194  10.9534  -0.0002  -0.0038  -0.0057
O  9.1186  7.0975  10.4414  0.0001  0.0045  -0.0007
O  0.5095  1.7669  19.6403  -0.0015  0.0007  0.0018
O  3.1736  3.3822  12.9652  -0.0035  0.0005  -0.0066
O  6.0109  3.9236  15.4718  0.0002  -0.0016  0.0016
O  11.0148  9.6463  20.5077  -0.002  -0.017  0.01
O  2.986  4.8564  15.2015  0.0008  -0.0015  0.0014
O  4.3871  3.1761  10.5579  0.0057  -0.006  0.0013
O  0.9407  1.7684  14.9655  0.0007  0.0001  -0.0022
O  3.4918  11.1197  11.998  0.0007  -0.0014  -0.0067
O  7.8617  9.3881  10.6524  -0.0021  0.0096  -0.0078
O  3.6061  12.0354  18.3812  0.0006  -0.0016  0.001
O  11.5483  5.9823  10.222  -0.0025  0.0074  -0.0021
O  9.8285  3.0406  20.3528  -0.0032  0.0042  0.0047
O  10.0184  12.5499  12.5322  -0.002  0.0012  -0.0065
O  4.6991  6.5034  16.5111  -0.0006  -0.0006  0.0021
O  0.4024  12.1556  14.2564  0.0011  -0.0012  -0.0044
O  0.5985  6.5925  19.068  -0.0012  0.0002  -0.0014
O  2.0116  4.3408  10.0868  0  0  0.0088
O  11.0347  11.7997  18.9119  -0.0016  0.0042  -0.0022
O  4.1672  4.0449  17.3454  0.0013  0.0008  0.0004
O  1.2507  8.1029  16.7934  -0.0005  -0.0013  0.0004
O  7.0493  2.9347  13.336  0.0001  -0.0003  -0.004
O  11.2868  8.6047  9.9787  -0.0023  -0.0002  -0.0006
O  3.0218  6.2642  20.2662  0.0052  0.0016  0.007
O  8.9532  9.7907  16.3035  0.0004  -0.0007  0
O  9.0027  5.1393  17.3564  0.0003  0.0002  0.0018
O  7.6254  3.9233  21.5051  0.0008  0.0027  0.0035
O  10.9504  7.4285  12.3292  0.0004  0.0005  -0.0011
O  6.51  7.0152  11.1171  0.0001  0.0024  -0.0022

Results
free energy: -217229.124 eV
free energy less fixed offsets of As -4856.12, O -568.88, Si -635.61 eV per atom: -1.394 eV

The program warned: the cutoff lies below the one the program advises for these potential files; the exchange-correlation potential is rough where the density is thin.
